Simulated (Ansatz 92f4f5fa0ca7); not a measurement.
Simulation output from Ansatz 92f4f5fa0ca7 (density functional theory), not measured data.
Periodic cell of 270 atoms, Si156O102B12, from a study of silicon, its oxide and their interface. The atomic structure is a simulated model.

Settings: functional PBE; potential files Ansatz PAW; basis plane waves; wave-function cutoff 700 eV; density cutoff ratio 5; exchange-correlation grid ratio 1; k mesh 2 x 2 x 1, shifted by 0.5 0.5 0.5 of a step; self-consistency stop 5e-08 eV per atom in the density residual; occupations fixed; spin none; net charge 0.

Cell vectors (angstrom)
a	11.6015	0	0
b	0	13.3963	0
c	0	0	31.401

Atoms and the computed forces on them: element, x, y, z (angstrom), force x, y, z (eV/angstrom)
B	11.5202	0.1966	25.2976	-0.0405	0.0145	0.0091
B	3.8167	0.0906	25.2321	0.0538	0.0156	0.0104
Si	7.6816	0.2005	24.6155	0.0045	0.0004	-0.0392
Si	1.7049	3.4009	24.7467	-0.0481	-0.0119	-0.0341
B	5.7383	3.4186	25.2863	-0.0293	0.0107	0.0146
B	9.4333	3.4412	25.3582	0.0744	0.0153	0.0108
Si	11.3512	6.747	24.8244	-0.0028	-0.005	-0.0398
Si	3.8987	6.8223	24.7542	-0.0038	0.0073	-0.0386
B	7.5683	6.6674	25.3459	-0.0125	0.0758	-0.0126
Si	1.8187	10.2579	24.6657	-0.0886	-0.0191	-0.0218
B	5.7147	10.1156	25.2766	0.024	0.0451	-0.0167
Si	9.4991	10.1228	24.7877	0.0683	0	-0.0332
Si	11.2665	2.2679	25.4991	-0.0566	0.0127	-0.0252
Si	3.9414	2.2176	25.3274	0.0568	0.0208	0.012
Si	7.5945	2.488	25.4423	0.0137	-0.0639	-0.0289
Si	1.8506	5.679	25.4503	0.0128	0.0467	-0.0235
Si	5.8301	5.5204	25.4499	0.0585	-0.0525	0.0117
Si	9.3603	5.5454	25.5262	-0.0392	-0.0523	-0.0315
Si	11.503	9.0295	25.5331	-0.0022	0.0429	-0.0436
Si	3.9062	9.1578	25.4169	0.0529	-0.045	0.0055
Si	7.4598	8.872	25.4601	-0.046	-0.0446	-0.0107
Si	1.8524	12.6465	25.4041	-0.0046	-0.0605	-0.0425
Si	5.6176	12.266	25.335	-0.0209	-0.013	-0.0018
Si	9.7305	12.49	25.4152	0.0353	-0.0193	-0.0264
Si	11.5556	2.2452	27.8842	-0.0205	0.0359	-0.0238
Si	3.8315	2.2502	27.779	0.0152	0.022	-0.0252
Si	7.6941	2.2684	27.8598	-0.0023	0.0238	-0.0473
Si	1.9054	5.6336	27.8245	0.0028	-0.0004	-0.0043
Si	5.7764	5.5998	27.8693	-0.0065	0.0314	-0.0309
Si	9.6181	5.5875	27.9065	-0.0236	0.05	-0.0299
Si	11.5592	8.9759	27.8812	0.0125	0.0128	-0.0041
Si	3.8336	8.9885	27.8248	-0.0043	0.0217	-0.0309
Si	7.6846	8.9464	27.8564	-0.0112	0.0467	-0.0385
Si	1.9102	12.315	27.8147	-0.0124	0.0263	-0.0454
Si	5.7774	12.305	27.7802	-0.0074	0.0206	-0.0277
Si	9.6407	12.333	27.8162	0.0016	0.0008	-0.0149
Si	1.9119	1.1333	28.627	0.012	0.0062	0.0056
Si	5.7592	1.132	28.6149	-0.0365	0.0022	0.0219
Si	9.6266	1.1408	28.6548	0.0129	-0.0108	-0.0058
Si	11.5871	4.4942	28.6354	0.0325	-0.0171	-0.0074
Si	3.8306	4.476	28.6186	-0.0427	0.003	0.0071
Si	7.6955	4.4819	28.6723	-0.0137	-0.0092	0.0022
Si	1.9073	7.8551	28.6361	-0.0149	-0.0058	-0.0084
Si	5.7547	7.8449	28.6378	-0.0045	-0.0075	0.0171
Si	9.6297	7.8383	28.6422	0.0138	-0.0102	-0.0016
Si	11.5745	11.2156	28.6336	-0.0218	-0.0238	-0.0084
Si	3.8514	11.2079	28.6253	0.0145	-0.0091	0.0063
Si	7.7111	11.1935	28.6118	-0.0015	-0.0066	-0.0002
Si	1.9336	1.1164	31.0061	0.0091	0.0843	-0.07
Si	5.8008	1.1164	31.0061	-0.0476	0.0136	-0.1512
Si	9.6679	1.1164	31.0061	-0.1256	0.0385	0.0941
Si	0	4.4654	31.0061	-0.0296	0.0074	-0.0019
Si	3.8672	4.4654	31.0061	-0.041	0.0071	-0.1482
Si	7.7343	4.4654	31.0061	-0.0974	-0.0163	0.2764
Si	1.9336	7.8145	31.0061	0.0257	0.0749	-0.0181
Si	5.8008	7.8145	31.0061	-0.0982	0.0083	0.0137
Si	9.6679	7.8145	31.0061	-0.0888	0.027	0.0344
Si	0	11.1635	31.0061	-0.0188	0.1059	-0.0626
Si	3.8672	11.1635	31.0061	-0.0415	0.0919	-0.0683
Si	7.7343	11.1635	31.0061	-0.0501	0.0828	-0.1452
Si	0	0	0.3944	0.0243	-0.0207	0.006
Si	3.8672	0	0.3944	0.0239	-0.033	0.1955
Si	7.7343	0	0.3944	0.0852	-0.006	-0.0679
Si	1.9336	3.3491	0.3944	0.0154	-0.0525	0.0227
Si	5.8008	3.3491	0.3944	0.0746	-0.037	-0.1063
Si	9.6679	3.3491	0.3944	0.0871	-0.0387	-0.2158
Si	0	6.6981	0.3944	0.0478	0.0499	0.1824
Si	3.8672	6.6981	0.3944	0.0235	-0.1049	-0.0173
Si	7.7343	6.6981	0.3944	0.0584	0.0024	0.0934
Si	1.9336	10.0472	0.3944	-0.0013	-0.034	0.0794
Si	5.8008	10.0472	0.3944	0.0421	-0.0215	0.0132
Si	9.6679	10.0472	0.3944	0.1556	-0.0196	0.0268
Si	11.6298	-0.0035	2.7657	0.037	0.0041	-0.0152
Si	3.889	-0.0051	2.7914	0.0035	0.0028	0.0037
Si	7.7548	-0.0123	2.7521	-0.0127	0.0176	-0.0008
Si	1.9651	3.347	2.7649	0.0289	-0.0092	-0.005
Si	5.8341	3.3379	2.7471	-0.0363	0.0094	0.0086
Si	9.709	3.3406	2.7339	0.0166	0.0039	-0.0058
Si	11.6287	6.7055	2.7943	0.0154	0.0147	-0.014
Si	3.8885	6.6585	2.7582	0.0009	0.0218	0.0024
Si	7.762	6.6936	2.7762	0.0055	0.0149	0.0009
Si	1.9651	10.0353	2.7727	-0.0028	0.0126	0.0048
Si	5.8372	10.0353	2.7678	0.0021	-0.0016	0.0068
Si	9.7328	10.0362	2.7691	0.0009	-0.0009	-0.0099
Si	11.6312	2.2316	3.5571	-0.0092	-0.0352	0.0404
Si	3.9088	2.2413	3.5647	-0.0017	-0.0128	0.0178
Si	7.7852	2.2312	3.5075	0.0172	-0.0443	0.0322
Si	1.9544	5.5623	3.5767	0.0085	-0.0169	0.0255
Si	5.8353	5.5536	3.545	0.0244	-0.0241	0.0358
Si	9.6976	5.5523	3.539	0.0087	-0.0086	0.0234
Si	11.6607	8.9353	3.6511	0.0024	-0.0356	0.0408
Si	3.9002	8.8827	3.53	-0.0145	-0.0132	0.02
Si	7.797	8.9425	3.5497	-0.0049	-0.0201	0.0276
Si	1.9491	12.2665	3.584	0.0032	-0.009	0.009
Si	5.8408	12.2693	3.5645	0.0193	-0.0193	0.0111
Si	9.6936	12.2757	3.5333	0.0252	-0.0444	0.0449
Si	11.5338	2.233	5.9929	-0.0672	0.0466	-0.0278
Si	4.002	2.3326	5.9632	-0.0098	-0.0209	0.0147
Si	8.0582	2.2456	5.8986	0.0416	0.0627	0.0463
Si	1.9897	5.2862	5.9787	-0.035	-0.0211	0.027
Si	5.967	5.308	5.9395	0.0044	-0.0094	0.0236
Si	9.7793	5.3538	5.9415	-0.0188	0.0337	0.0334
Si	11.7236	9.0676	6.1021	-0.0318	0.0574	-0.0531
Si	3.9618	8.7246	5.8847	-0.013	0.0747	0.0428
Si	7.9003	9.1099	5.9341	0.0305	0.044	-0.0051
Si	1.8677	12.1823	5.9892	-0.0598	-0.0392	0.0258
Si	6.0931	12.1853	5.9434	0.028	-0.038	0.0465
Si	9.787	12.3004	5.9731	-0.0209	0.0425	-0.0081
Si	1.9891	1.1357	6.6945	0.0548	0.0276	0.041
Si	6.0547	1.1378	6.6351	-0.031	0.028	0.0414
B	9.7967	1.0763	6.0609	-0.0183	-0.0281	0.0202
B	11.6418	4.3103	6.1015	0.0147	-0.01	-0.0196
B	3.9873	4.3883	6.1142	0.0058	-0.0173	-0.0212
B	7.9239	4.3222	6.0651	-0.0117	-0.0245	-0.0207
Si	2.0518	7.6055	6.8397	0.0387	0.0059	0.0536
Si	6.0096	7.7152	6.5777	0.0074	-0.0095	0.0396
Si	9.7833	7.7441	6.6656	-0.0114	-0.0286	0.0675
B	11.6265	11.1923	6.1642	0.034	-0.0572	-0.0052
Si	3.9851	11.0124	6.5707	-0.0054	-0.0251	0.0103
B	7.9537	11.2174	6.0929	-0.0279	-0.0559	0.0067
O	9.7492	7.5188	8.337	-0.0064	0.0098	-0.0015
O	6.1651	1.2491	8.3105	-0.007	-0.022	-0.0158
O	2.2981	7.4558	8.5151	-0.0363	-0.0128	-0.0163
O	2.0649	1.1929	8.3677	-0.003	-0.0157	-0.0018
O	3.9477	10.8472	8.2315	0.0256	0.012	0.0029
O	6.0142	7.7307	8.2472	0.0132	0.0072	0.0013
O	7.8426	0.4038	22.9369	-0.0113	-0.0153	0.0218
O	1.6441	10.1071	23.0049	0.0084	0.01	-0.0093
O	11.0668	6.82	23.1866	0.0179	0.008	0.0054
O	1.214	3.5991	23.1433	0.0438	0.0128	0.0058
O	9.5092	10.0504	23.1175	-0.0141	0.0185	-0.0064
O	4.0465	6.9466	23.0854	-0.0069	-0.0076	0.0176
Si	9.4772	8.1434	9.8127	-0.0052	0.008	0.0069
Si	3.5973	1.6541	14.4571	-0.0012	-0.0024	-0.0028
Si	5.306	3.508	12.8394	0.0011	-0.0022	-0.0006
Si	10.5664	10.5995	13.6483	0.0001	0.0006	-0.0013
Si	5.3364	0.7447	16.8907	-0.0002	0	-0.0006
Si	10.2835	2.2577	14.9072	0.002	-0.0006	0.0021
Si	1.1348	4.0787	10.9057	-0.0012	-0.0015	-0.0036
Si	9.0179	13.0106	14.1971	-0.0022	-0.0018	-0.0018
Si	3.2573	11.9155	13.967	0.001	-0.0025	-0.0016
Si	9.5568	6.34	12.4424	-0.0046	-0.0024	-0.0009
Si	8.0078	2.4673	16.8696	0.0018	0.0016	0.0011
Si	6.3773	8.2868	9.723	-0.001	0.0022	-0.0018
Si	5.1862	5.8743	14.6136	0.0028	-0.0014	0.0043
Si	2.0807	6.9255	10.0522	-0.002	-0.0113	0.0195
Si	3.3707	4.428	17.7995	0.0007	-0.0039	0.0008
Si	11.3512	6.8997	21.5955	-0.0054	0	-0.0042
Si	3.8597	6.2557	21.6346	-0.0006	-0.0093	-0.0123
Si	1.0357	9.875	21.5043	0.0037	0.0002	-0.0009
Si	7.5883	1.5414	12.0986	0.0018	-0.0029	0.0004
Si	3.0497	11.3849	19.5634	-0.0005	-0.0097	0.0055
Si	1.3097	3.4722	15.5902	-0.0046	-0.0014	0.0036
Si	4.8807	0.2868	20.1061	-0.0044	-0.0009	0.0055
Si	5.2362	11.1424	17.1904	-0.003	-0.0049	-0.0003
Si	3.1588	7.346	19.0695	-0.0016	0.0039	0.0001
Si	4.9094	6.2368	11.5803	0.0051	-0.0035	-0.001
Si	2.8824	7.6094	14.6951	-0.0007	-0.0018	-0.001
Si	4.7723	11.0276	9.6144	0.0031	-0.0008	-0.0023
Si	8.8595	7.9618	20.0451	-0.0032	-0.0033	0.0011
Si	7.9049	13.3224	21.3757	0.0025	-0.0048	-0.0167
Si	2.2031	11.8512	11.1497	-0.0028	-0.0038	0.0002
Si	9.5357	8.6577	17.0903	0.0002	-0.0076	0.0013
Si	0.3088	9.4885	10.9861	-0.0036	0.0055	0.0009
Si	9.6664	10.5932	21.5943	0.0013	0.0005	-0.0076
Si	1.0232	11.4861	16.0274	-0.0015	0.001	0.0037
Si	0.9816	0.0774	18.3343	0.0002	0.0008	-0.0024
Si	5.1604	9.703	14.5253	0.0003	0.0004	-0.0017
Si	9.4862	0.6197	18.8563	0.0007	0.0036	0.0024
Si	8.3252	11.6009	17.047	0.0008	-0.0018	-0.0011
Si	2.7041	2.2684	19.7437	-0.0002	-0.0008	0.0018
Si	9.9371	3.398	12.0105	-0.0012	-0.0021	-0.0044
Si	5.677	0.5519	9.6972	0.0029	-0.018	0.0115
Si	6.2924	5.1139	17.103	0.0045	0.0001	0.001
Si	2.5463	1.2959	9.9167	-0.002	-0.0012	0.0138
Si	8.2237	8.4751	14.3453	-0.003	-0.0061	0.0008
Si	0.9237	5.6939	13.4825	0.0013	-0.0006	0.0025
Si	1.1027	8.74	17.1208	-0.0014	-0.002	0.0041
Si	5.9707	6.9186	19.641	0.0045	0.001	0.001
Si	1.5777	4.2715	21.7053	-0.007	0.0022	-0.004
O	9.6928	7.0143	10.9671	-0.0059	0.0121	0.0087
O	5.2933	6.0486	20.8639	-0.0232	0.0227	-0.0057
O	10.547	9.3571	10.0856	0.0071	-0.0328	0.0158
O	11.04	6.2789	13.1421	-0.0033	-0.0087	-0.0041
O	11.1379	8.2765	16.9864	-0.0034	0.0113	-0.0049
O	4.0529	10.8922	18.3201	0.0013	0.0018	-0.0161
O	1.5608	3.0228	20.6427	0.0236	0.0086	0.0005
O	8.4756	7.1782	13.3559	0.0214	0.0078	0.0003
O	6.8579	1.3113	16.6783	0.0033	0.0087	0.0102
O	2.0378	2.7654	10.4899	-0.0118	-0.0061	-0.0047
O	6.765	2.8169	12.6906	-0.0151	-0.0111	-0.0076
O	2.1808	11.6512	12.7647	0.0056	0.0069	-0.0047
O	9.7941	11.9729	13.1834	-0.0039	0.0087	0.0262
O	9.0793	4.7875	12.2113	0.0293	-0.0037	0.0009
O	1.9307	1.3927	18.5825	0.0038	0.0035	0.0187
O	7.2658	7.6539	20.3126	0.009	-0.0091	-0.0075
O	5.009	4.5718	11.598	0.0034	0.0047	0.0275
O	8.9742	2.1838	11.4893	-0.0038	0.0076	0.0227
O	1.7816	12.2936	19.1094	0.0085	0.0128	-0.0045
O	4.1797	1.1392	10.0487	-0.004	-0.0076	-0.0159
O	2.9276	7.2088	20.6826	0.0217	-0.0213	-0.0053
O	6.7199	0.8746	10.904	-0.0024	0.012	0.0037
O	0.9319	4.9036	14.8995	-0.0004	-0.0059	-0.0143
O	10.1751	0.6346	14.7584	-0.022	0.0064	-0.0088
O	9.0426	7.9092	18.4365	0.0043	0.0134	0.0109
O	6.5375	5.9845	18.4435	-0.0229	0.0054	-0.0002
O	1.066	10.3629	17.2058	0.0001	-0.0071	-0.0261
O	11.4764	9.819	12.5385	-0.0102	-0.0007	-0.0095
O	5.5438	9.6583	10.0435	-0.0061	-0.002	-0.0173
O	1.9386	6.9748	13.5285	-0.001	-0.0205	0.0217
O	6.0561	7.0447	10.7446	-0.0076	0.0111	-0.0084
O	1.186	8.0937	10.8242	0.001	0.0041	-0.0227
O	8.8624	0.8033	20.3658	-0.005	-0.0135	-0.0204
O	11.2873	10.8386	21.2999	-0.0051	-0.0351	0.0206
O	1.8916	0.0125	10.7241	0.0194	-0.0085	-0.0055
O	3.9051	8.7342	14.1072	-0.0045	-0.0188	0.023
O	8.8393	2.7379	15.4908	0.019	-0.0184	0.0133
O	9.1439	9.4675	20.5552	0.0093	-0.0175	0.0099
O	8.3366	12.217	15.495	0.0192	0.002	0.0065
O	4.2429	2.3039	13.0896	0.0061	0.0039	-0.0023
O	4.7495	7.8434	18.9732	-0.0043	-0.033	0.0123
O	0.5299	8.3192	21.2809	-0.0081	0.0069	0.0137
O	3.803	6.4042	15.3212	0.007	0.0137	-0.0248
O	6.3906	6.0462	15.729	-0.023	-0.0163	0.0152
O	5.0622	12.593	16.4271	0.0019	-0.0051	0.0168
O	3.482	6.7101	10.9071	-0.0109	-0.0026	-0.0107
O	6.3541	13.5078	20.8081	0.0113	0.0029	-0.0043
O	7.9483	8.7082	9.8787	0.011	-0.0281	-0.0023
O	7.3678	3.91	17.2229	-0.0132	-0.0156	-0.0084
O	4.1187	12.2673	20.4347	-0.012	0.0086	-0.0087
O	2.1958	2.4513	14.6793	0.009	0.0066	0.015
O	6.8338	11.168	17.6198	0.0136	0.0012	-0.0106
O	0.8055	12.9457	16.7717	0.0062	-0.0227	0.0138
O	-0.0946	2.6837	15.9053	0	0.0072	-0.028
O	3.7975	1.4143	20.6515	-0.0097	-0.0009	-0.0167
O	4.3974	1.6668	15.9057	-0.0043	-0.0148	-0.0081
O	1.1268	10.8161	10.4711	0.0134	-0.0053	0.0251
O	3.707	11.3934	10.767	-0.0105	0.0028	-0.0172
O	9.3349	9.5984	13.9845	-0.0033	-0.0047	0.0052
O	1.9694	8.2551	18.4236	0.0009	-0.0101	-0.0087
O	8.6384	11.8483	21.3582	-0.0002	0.006	0.0172
O	1.8965	8.2294	15.8077	0.0049	-0.0001	0.005
O	3.1187	4.8196	21.821	-0.0175	0.0221	-0.0135
O	3.6085	3.408	19.0318	-0.0266	-0.0017	-0.0025
O	10.566	2.9648	13.4608	-0.0181	-0.0072	-0.0027
O	8.6093	8.0445	15.8814	0.0109	0.0163	-0.0028
O	11.4712	11.0412	14.9486	0.0078	-0.006	-0.0049
O	1.5107	4.6108	12.4041	-0.016	0.0062	-0.0085
O	2.4906	11.4425	15.323	-0.0118	0.0054	-0.0099
O	7.9185	0.4442	13.2874	0.0201	0.0109	-0.0074
O	9.0578	1.961	18.0179	-0.0155	-0.0192	-0.0116
O	5.0956	9.9076	16.1423	0.001	0.0176	-0.0239
O	5.2172	4.2958	14.2598	0.0046	0.0151	-0.02
O	0.5739	5.5028	21.2371	0.0051	-0.0066	0.0149
O	4.7103	11.1286	13.8108	-0.0222	0.0009	0.0161
O	5.2421	6.6324	13.1507	-0.0117	-0.0104	0.0057
O	11.1511	3.6278	10.9264	0.0067	0.0032	0.0258
O	8.8902	12.7011	18.0989	-0.0006	0.0098	-0.0074
O	5.762	12.3214	9.4856	-0.0204	0.0094	0.0067
O	2.9912	5.8972	18.3566	0.0172	-0.0042	0.004
O	1.3616	5.4213	9.9563	0.0107	0.0073	0.016
O	2.1307	3.8672	16.9243	0.0087	-0.0014	-0.0066
O	9.2996	10.2839	17.1246	-0.0151	-0.0062	-0.0104
O	2.2964	10.2418	20.4822	-0.0036	-0.0003	0.0161
O	11.1092	0.4378	18.9413	-0.0066	-0.0091	-0.0118
O	4.7984	4.4663	17.0338	0.0063	0.0177	0.0165
O	3.4571	0.1157	14.0029	-0.0021	-0.0127	0.0154
O	6.6755	9.0949	14.1766	0.0082	-0.0021	0.0127
O	5.0546	0.698	18.5127	0.0066	-0.0005	0.0068
O	9.9147	6.9245	20.7759	0.0142	0.0232	0.0027

Results
free energy: -159058.054 eV
free energy less fixed offsets of B -155.45, O -569.03, Si -635.61 eV per atom: 3.566 eV

The program warned: the cutoff lies below the one the program advises for these potential files; the forces do not sum to zero within the program's tolerance; the exchange-correlation potential is rough where the density is thin.
